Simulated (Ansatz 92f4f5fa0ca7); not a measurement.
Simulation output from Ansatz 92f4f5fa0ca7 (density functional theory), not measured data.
Periodic cell of 221 atoms, Si132O88H1, from a study of silicon, its oxide and their interface. The atomic structure is a simulated model.
Doubt: the cutoff is far below the 930 eV that the study's wrapper takes by default for these files, so forces and energies are approximate.
This geometry differs little from another in the collection (a relaxation step or a small displacement).

Settings
functional: PBE
potential files: Ansatz PAW
basis: plane waves
wave-function cutoff: 580 eV
density cutoff ratio: 5
exchange-correlation grid ratio: 1
k mesh: 1 x 1 x 1, Gamma-centred
self-consistency stop: 5e-08 eV per atom in the density residual
occupations: fixed
spin: none
net charge: +1 e, with a uniform compensating background and no finite-size correction

Cell vectors (angstrom)
a  10.938  0  0
b  0  10.938  0
c  0  0  32.2282

Atoms: element, x, y, z (angstrom)
Si  -0.2325  0.2367  24.6807
Si  5.7155  -0.3432  24.742
Si  2.5103  2.8148  24.7523
Si  8.462  2.4738  24.6861
Si  0.1943  4.9683  24.63
Si  5.23  5.8033  25.0287
Si  2.9654  7.9137  24.7809
Si  7.962  8.3884  24.7728
Si  1.3172  1.329  26.0995
Si  6.849  1.3169  26.0036
Si  4.0697  4.0474  26.0691
Si  9.5632  4.0167  26.0923
Si  1.2902  6.7278  25.9369
Si  6.8329  6.9307  26.2495
Si  4.0954  9.5219  26.0916
Si  9.5645  9.5799  26.0241
Si  2.7352  -0.0129  27.4302
Si  8.2144  -0.0034  27.4365
Si  0.0035  2.715  27.4872
Si  5.4906  2.7095  27.4056
Si  2.6994  5.4481  27.4191
Si  8.2209  5.4551  27.4466
Si  0.0064  8.1772  27.3701
Si  5.4446  8.2555  27.5419
Si  4.1018  1.3673  28.8099
Si  9.5708  1.3673  28.8099
Si  1.3673  4.1018  28.8099
Si  6.8362  4.1018  28.8099
Si  4.1018  6.8362  28.8099
Si  9.5708  6.8362  28.8099
Si  1.3673  9.5708  28.8099
Si  6.8362  9.5708  28.8099
Si  0  0  30.1772
Si  5.469  0  30.1772
Si  2.7345  2.7345  30.1772
Si  8.2035  2.7345  30.1772
Si  0  5.469  30.1772
Si  5.469  5.469  30.1772
Si  2.7345  8.2035  30.1772
Si  8.2035  8.2035  30.1772
Si  1.3673  1.3673  31.5444
Si  6.8362  1.3673  31.5444
Si  4.1018  4.1018  31.5444
Si  9.5708  4.1018  31.5444
Si  1.3673  6.8362  31.5444
Si  6.8362  6.8362  31.5444
Si  4.1018  9.5708  31.5444
Si  9.5708  9.5708  31.5444
Si  2.7345  0  0.6835
Si  8.2035  0  0.6835
Si  0  2.7345  0.6835
Si  5.469  2.7345  0.6835
Si  2.7345  5.469  0.6835
Si  8.2035  5.469  0.6835
Si  0  8.2035  0.6835
Si  5.469  8.2035  0.6835
Si  4.1018  1.3673  2.0507
Si  9.5708  1.3673  2.0507
Si  1.3673  4.1018  2.0507
Si  6.8362  4.1018  2.0507
Si  4.1018  6.8362  2.0507
Si  9.5708  6.8362  2.0507
Si  1.3673  9.5708  2.0507
Si  6.8362  9.5708  2.0507
Si  0  0  3.418
Si  5.469  0  3.418
Si  2.7345  2.7345  3.418
Si  8.2035  2.7345  3.418
Si  0  5.469  3.418
Si  5.469  5.469  3.418
Si  2.7345  8.2035  3.418
Si  8.2035  8.2035  3.418
Si  1.3575  1.3703  4.8263
Si  6.8312  1.3682  4.8575
Si  4.1937  4.0003  4.6853
Si  9.5286  4.1139  4.8054
Si  1.3282  6.9087  4.7453
Si  6.8708  6.8276  4.7382
Si  4.0675  9.6195  4.8385
Si  9.5705  9.5858  4.7942
Si  2.7195  0.0483  6.337
Si  8.2301  0.0096  6.2253
Si  -0.0697  2.7372  6.169
Si  5.4403  2.7172  6.2776
Si  2.8537  5.5011  5.7856
Si  8.2061  5.5193  6.2029
Si  0.0195  8.2773  6.22
Si  5.536  8.2302  6.0508
Si  3.6556  1.8315  7.6691
Si  9.8316  1.0944  7.6047
Si  1.5367  4.1705  7.084
Si  6.5924  4.3634  7.4973
Si  4.4071  6.5403  7.1677
Si  9.2911  7.2121  7.4916
Si  1.1602  9.7953  7.6827
Si  7.0066  9.3645  7.4812
O  1.451  3.9689  24.2432
O  6.8332  9.4814  24.2244
O  2.5346  3.0189  7.6788
O  8.1273  8.2675  7.9906
O  5.437  5.4796  7.9437
O  0.0219  -0.0077  8.161
O  4.1277  6.8213  24.3092
O  9.5964  1.3708  24.1553
O  1.8156  9.1218  9.0875
O  1.0953  5.2768  8.2525
O  9.0606  1.7018  8.9731
O  6.2606  9.9099  8.8765
O  3.7318  1.6904  9.3609
O  3.4704  7.2797  8.2685
O  7.2105  3.6889  8.9039
O  9.9366  6.7774  8.9693
O  2.9792  1.9721  23.3857
O  5.0439  0.2614  23.3521
O  7.8951  3.2558  23.3112
O  10.3378  5.0481  23.177
O  8.6681  7.6142  23.4877
O  2.3987  8.6402  23.4133
O  6.3164  5.2809  23.9136
O  0.5037  10.566  23.318
Si  2.9668  8.0472  9.5732
Si  9.9554  0.2281  13.0964
Si  14.7433  5.6498  13.3423
Si  4.4507  1.6524  22.7554
Si  8.5759  2.3401  20.2511
Si  10.1887  4.942  21.5559
Si  1.2096  9.3142  22.5394
Si  13.1023  4.5788  20.2034
Si  1.9652  5.3777  11.0131
Si  -2.0213  10.131  20.1464
Si  4.4609  6.6321  16.0074
Si  7.4391  9.4058  12.7261
Si  5.6561  9.5852  10.3411
Si  5.4079  2.9684  12.6716
Si  3.1005  12.5387  15.9885
Si  2.6647  9.3743  19.7844
Si  5.3038  3.8301  15.4916
Si  3.3063  2.6365  10.6239
Si  4.9438  11.0018  12.7263
Si  6.491  4.0122  22.9422
Si  13.1153  0.7208  13.0196
Si  8.6818  3.2245  9.4356
Si  9.6043  14.0132  17.4331
Si  12.2401  2.4568  18.3789
Si  8.2271  4.5341  15.1945
Si  4.6689  -0.0852  18.013
Si  5.0074  4.8198  20.4319
Si  7.2697  7.602  15.2688
Si  14.5544  6.7038  18.8901
Si  9.4272  7.7917  22.0518
Si  18.284  9.7093  17.4394
Si  10.7487  5.406  9.243
Si  5.5224  13.0166  19.9494
Si  0.3952  -0.5721  18.4294
Si  9.5563  11.2165  16.1669
Si  8.61  3.0992  12.5699
O  6.9865  13.9123  12.6359
O  6.9956  -8.7212  20.6446
O  11.7135  0.9748  18.7864
O  4.8016  4.1968  13.8051
O  2.1047  2.41  16.9654
O  9.7824  10.7718  14.6446
O  5.5173  1.1823  18.5888
O  3.3838  10.5054  12.9545
O  2.5248  4.0261  10.2704
O  0.3402  5.3401  10.8027
O  5.1018  3.5534  19.404
O  9.4034  3.5739  20.9854
O  15.7208  6.4293  12.3284
O  1.6949  9.4142  18.4618
O  0.0739  8.1789  22.2298
O  13.3804  5.5662  18.9048
O  16.6612  -1.155  17.3816
O  10.6197  10.2973  16.9779
O  4.5  1.5609  21.1198
O  2.4629  5.1848  12.5924
O  6.2565  4.7178  21.4674
O  8.6478  9.0604  21.3396
O  8.0152  10.9515  16.6163
O  3.1922  7.8586  19.9366
O  15.9867  6.1376  19.4614
O  4.9352  12.5234  13.3389
O  8.8535  10.1752  12.3475
O  8.9685  4.1501  13.7806
O  6.2082  10.2608  13.4576
O  7.7385  8.251  13.8425
O  7.798  8.3448  16.622
O  4.2481  8.7718  10.2914
O  4.7064  3.2552  11.2757
O  5.3164  10.9975  11.1334
O  4.4266  13.4983  15.8378
O  3.9182  10.3062  19.3406
O  6.8835  3.5612  15.3528
O  13.0797  3.0423  19.6312
O  0.6435  11.0872  12.7647
O  -1.5403  6.3613  21.2009
O  5.6279  7.5444  15.3413
O  5.027  5.1332  16.3828
O  3.7931  7.2456  17.3392
O  0.0718  3.4953  18.1205
O  11.7025  4.9431  20.922
O  7.8065  6.0834  15.1743
O  5.335  2.9238  23.2466
O  12.8665  9.8533  21.1523
O  9.0617  11.725  20.5515
O  2.4895  1.8082  11.8078
O  2.3283  1.3439  14.557
O  9.1008  4.3324  16.5362
O  3.6489  0.2742  16.7658
O  9.4471  12.6853  12.8365
O  10.3622  -1.2091  19.5439
O  7.7882  9.815  18.997
O  14.4456  15.6887  21.1561
O  6.7626  -2.1201  11.3361
O  14.356  6.3272  14.7616
O  2.4298  6.8829  10.5971
O  9.8122  4.1713  8.7727
O  8.8631  3.5207  11.0354
O  9.846  1.8624  16.363
O  8.5917  2.6336  18.6252
H  16.5164  6.9171  12.579

Results
free energy: -133980.449 eV
free energy less fixed offsets of H -15.97, O -568.88, Si -635.61 eV per atom: -2.519 eV

Forces (eV/angstrom), in the order of the atoms: element, x, y, z
Si  0.0033  -0.003  0.0096
Si  -0.0036  0.0054  0.0048
Si  0.0024  -0.0039  0.0088
Si  -0.0012  0.0077  0.0107
Si  -0.0011  0.0026  0.0093
Si  0.0091  -0.004  0.0026
Si  -0.0055  0.0077  0.0022
Si  0.0024  -0.0044  0.0107
Si  0  0.0024  -0.0029
Si  -0.0025  -0.002  0.0019
Si  -0.0004  -0.0027  0.0033
Si  -0.0046  -0.0005  -0.003
Si  -0.0016  -0.0022  0.0012
Si  0.001  -0.0036  0.0012
Si  0.0026  0.0014  -0.0024
Si  -0.0004  0.0009  -0.0001
Si  -0.0009  0.0012  0.0052
Si  0.0008  -0.0015  -0.0025
Si  0.0025  -0.0008  -0.0019
Si  0.0009  0.0007  0.0024
Si  -0.0032  -0.0005  -0.0019
Si  -0.0005  -0.0002  0.0005
Si  0.0003  0.0012  0.0042
Si  0.0021  0.0008  0.0025
Si  0.087  -0.0305  -0.1954
Si  -0.1072  -0.1268  0.2405
Si  -0.0169  0.0461  0.2144
Si  0.0231  -0.1528  -0.144
Si  -0.3423  -0.1859  0.0873
Si  0.1958  0.0223  -0.1788
Si  -0.0214  -0.2665  -0.2976
Si  0.1768  0.4644  0.4747
Si  -0.112  -0.0022  -0.0212
Si  0.1305  0.012  0.0437
Si  -0.0368  0.0896  -0.0402
Si  0.0017  -0.0492  0.0202
Si  0.0554  -0.0272  0.0015
Si  -0.0924  -0.0228  -0.0464
Si  -0.0188  -0.1033  0.0043
Si  -0.0476  0.0519  -0.0369
Si  0.0806  -0.029  -0.0202
Si  -0.0802  0.0539  -0.0019
Si  0.0402  -0.0563  -0.0046
Si  -0.012  0.0675  -0.0368
Si  -0.0216  0.0364  -0.0193
Si  0.0281  -0.0248  -0.016
Si  -0.0387  0.0034  -0.0357
Si  0.0463  -0.0575  -0.0009
Si  0.0161  -0.0277  0.0089
Si  -0.0357  0.0301  0.0051
Si  -0.0504  0.0355  0.0048
Si  0.0295  0.0357  0.0413
Si  -0.0302  0.0318  0.0044
Si  0.023  -0.078  0.0154
Si  0.0269  -0.0452  0.0327
Si  -0.0104  0.0186  0.0162
Si  -0.1069  -0.0092  -0.0499
Si  0.0614  -0.0201  0.0696
Si  0.0607  -0.0014  0.0708
Si  -0.0085  0.0901  -0.0814
Si  0.0164  -0.0527  0.0869
Si  -0.0191  0.0505  -0.0498
Si  0.0765  0.0464  -0.0458
Si  0.0404  -0.0468  0.0617
Si  0.0998  0.0429  0.0804
Si  -0.0764  0.1307  0.4044
Si  -0.106  -0.5272  -0.2542
Si  -0.3432  0.0761  0.2305
Si  -0.2315  0.0174  0.1254
Si  0.4395  -0.1541  -0.4588
Si  -0.0949  0.5909  -0.0507
Si  0.3066  0.0397  -0.2227
Si  0.0026  0.0033  0.0047
Si  0.001  0.0008  -0.0011
Si  -0.003  -0.0024  0.0002
Si  0.0008  -0.0021  -0.0001
Si  -0.0008  0.0032  -0.0033
Si  0.0022  0.0029  -0.0019
Si  -0.0034  -0.0004  0.0001
Si  -0.0036  0.0002  0.0039
Si  -0.0009  -0.0029  0.0031
Si  0.0042  0.0002  0.0031
Si  -0.0007  -0.0006  -0.0052
Si  -0.0027  -0.0022  0.0028
Si  0.0003  0.0006  -0.0003
Si  0.0027  0.0017  -0.0009
Si  -0.0024  -0.0043  0.0036
Si  -0.0017  -0.0002  0.0035
Si  0.0017  -0.0001  -0.0139
Si  -0.007  0.0011  -0.0119
Si  -0.0005  0.0015  -0.0021
Si  0.0041  -0.003  -0.0069
Si  -0.0168  0.0182  -0.003
Si  0.004  0.0042  -0.0093
Si  0.0069  -0.006  -0.0153
Si  -0.0015  0.0057  -0.015
O  -0.0001  0.0014  -0.005
O  -0.0039  0.0044  -0.0055
O  0.0001  -0.0033  0.0024
O  0.003  -0.0071  0.0073
O  0.0041  -0.0043  0.0107
O  -0.0024  0.0053  0.0046
O  -0.0015  -0.0005  -0.0074
O  0.0011  -0.0019  -0.0067
O  0.0078  -0.0078  0.0129
O  -0.0008  0.0007  0.0008
O  -0.0012  0.0022  0.008
O  -0.0048  0.0004  0.0141
O  0  -0.0011  0.0063
O  -0.0001  0.0018  0.0171
O  -0.0014  0.0004  0.0025
O  -0.0008  -0.0001  0.0052
O  0.0003  -0.0007  -0.0047
O  -0.0009  -0.0006  -0.004
O  -0.0021  0.0024  -0.0079
O  -0.0028  -0.0005  -0.0103
O  0.0055  -0.0018  -0.0105
O  0.0003  -0.0002  -0.0017
O  0.0026  -0.0039  -0.0063
O  0.0026  -0.0026  -0.0069
Si  0.004  -0.01  -0.0125
Si  0.0015  0.0099  -0.0045
Si  0.0114  -0.0062  0.0213
Si  0.0001  -0.0004  0.0007
Si  -0.0032  0.0012  -0.0015
Si  -0.0017  -0.0007  0.0077
Si  0.0007  0.0011  -0.003
Si  0.001  -0.0014  -0.006
Si  0.0092  -0.0036  0.0113
Si  0.0002  0.0006  -0.0027
Si  -0.0085  -0.0248  -0.0228
Si  -0.0033  -0.0024  0.0012
Si  0.0019  -0.0006  -0.0027
Si  -0.0022  -0.0034  0.027
Si  0.0185  0.0105  -0.0114
Si  0.0022  -0.0003  0.0013
Si  -0.0221  -0.0052  -0.0101
Si  0.0139  0.0085  0.0134
Si  0.0021  0.0129  0.0071
Si  0.0017  0.0049  0.0069
Si  0.0086  0.0125  0.005
Si  0.001  -0.0046  0.0074
Si  0.0026  0.0056  -0.0053
Si  0.0003  0.0029  -0.0067
Si  -0.0196  -0.0091  0.0024
Si  -0.0048  0.0015  -0.0069
Si  0.0046  0.0004  -0.001
Si  -0.0099  -0.0092  0.002
Si  0.0022  0.0022  -0.013
Si  0.0015  -0.0025  0.0062
Si  -0.002  -0.0047  -0.0049
Si  0.0013  0.0015  -0.002
Si  -0.0009  -0.0014  0.001
Si  0.0004  0.0029  0.0015
Si  0.0003  0.0058  0.0017
Si  -0.0284  0.0033  0.0002
O  0.0194  0.0067  -0.0088
O  0.0017  -0.0003  -0.0006
O  -0.002  -0.0028  -0.0006
O  0.0066  -0.0021  -0.0092
O  -0.0112  0.0015  0.0082
O  -0.0012  0.0016  0.0011
O  0.0019  0.0025  0.0015
O  0.0013  -0.002  -0.0008
O  -0.0022  -0.0033  -0.0042
O  -0.0041  0.0003  -0.0008
O  -0.001  0.0017  -0.0016
O  0.0016  0.0012  -0.0025
O  -0.096  -0.1045  -0.0506
O  -0.001  -0.0003  -0.0019
O  -0.0032  0.0002  -0.0014
O  -0.0018  -0.0027  0.0031
O  0.0005  0.002  0
O  0.0016  -0.0003  0.0004
O  0.0012  0.0002  -0.0028
O  -0.0055  0.0105  -0.0196
O  -0.0029  0.0016  -0.0023
O  -0.0016  0  -0.0011
O  0.0009  -0.0008  -0.0009
O  -0.0005  0.0022  0.0014
O  0.0011  -0.0009  0.0029
O  0.005  -0.0251  -0.0121
O  0.0023  0  0.0005
O  0.005  -0.0003  -0.0014
O  0.0012  -0.0039  -0.0015
O  0.0032  0.0028  -0.002
O  0.002  0.005  0.0024
O  -0.0018  0.0007  -0.0039
O  -0.0088  0.0009  -0.0133
O  0.0014  -0.0034  -0.0024
O  0.0053  -0.0104  0.007
O  -0.002  -0.0006  0.0001
O  0.0192  0.0073  0.0007
O  0.0016  0.0027  0.0037
O  -0.0064  -0.004  -0.0006
O  0  0.0003  -0.0046
O  0.0099  0.0068  0.0006
O  0.0037  0.0177  0.0167
O  -0.0035  0.0059  0.013
O  0.0014  -0.0032  -0.0002
O  -0.0019  -0.0002  -0.0002
O  0.0017  0.0057  -0.0046
O  -0.0015  -0.0016  -0.0023
O  -0.0007  -0.0002  -0.0005
O  -0.0002  0.0004  -0.0008
O  -0.0027  -0.0047  -0.0024
O  -0.0065  -0.0073  -0.0026
O  0.0065  -0.0024  0.0047
O  0.0019  -0.0059  0.0062
O  0.0011  -0.0026  0.0002
O  -0.0019  -0.0017  -0.0009
O  0.0027  0.002  0.0057
O  -0.0011  0.0007  0.002
O  -0.0004  0.0055  -0.0011
O  0.0047  0.0223  0.0132
O  0.0008  0.0124  -0.0112
O  -0.0003  0.0008  0.0014
O  0.0034  -0.0022  -0.0033
O  -0.0015  -0.0033  0.0007
O  -0.0022  -0.0026  0.0045
H  0.0808  0.0876  0.0412

The program warned: the cutoff lies below the one the program advises for these potential files; the forces do not sum to zero within the program's tolerance; the exchange-correlation potential is rough where the density is thin.
